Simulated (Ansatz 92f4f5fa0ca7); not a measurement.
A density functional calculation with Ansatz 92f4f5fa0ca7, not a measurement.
Periodic cell of 288 atoms, Si144O112H32, with a vacuum gap, from a study of silicon, its oxide and their interface. The atomic structure is a simulated model.

Settings: functional r2SCAN; potential files Ansatz PAW; basis plane waves; wave-function cutoff 800 eV; density cutoff ratio 5; exchange-correlation grid ratio 1; k mesh 1 x 1 x 1, shifted by 0.5 0.5 0 of a step; self-consistency stop 1e-11 eV per atom in the density residual; occupations fixed; spin none; net charge 0; applied field sawtooth along c, amplitude +0.015 V/angstrom in the program's sign convention, ramp centred at 0.9897 of c and 0.0205 of c wide, no dipole correction.

Cell vectors (angstrom)
a	10.888	0	0
b	0	10.888	0
c	0	0	48.7489

Atoms: element, x, y, z (angstrom)
Si	-1.4152	-1.6053	36.5429
Si	0.1371	-0.5147	35.0856
Si	-0.2973	5.4314	33.0753
Si	-1.0231	5.6424	35.296
Si	6.1429	-5.3149	30.6726
Si	7.1953	1.6902	33.9622
Si	5.1991	4.7775	36.2861
Si	7.3878	8.4323	33.6905
Si	2.7022	-0.0683	37.6246
Si	6.6529	6.5344	36.9134
Si	2.1017	7.9222	34.8773
Si	0.8923	6.6417	36.4391
Si	7.4738	1.947	36.3233
Si	9.1252	3.7952	36.612
Si	5.4507	3.9827	33.2925
Si	8.2908	7.4101	35.5336
Si	0.0063	2.653	37.6709
Si	1.344	1.2744	36.22
Si	-0.0513	8.1116	37.9663
Si	2.5489	5.5806	37.7126
Si	5.6815	2.8116	37.577
Si	8.2141	0.0617	37.6286
Si	5.3098	8.2363	37.71
Si	8.173	5.3139	38.1477
Si	1.3589	4.0482	39.0421
Si	4.1478	1.3978	38.8724
Si	1.3813	9.5409	39.122
Si	3.9566	6.8874	39.1163
Si	6.7595	3.9756	39.3241
Si	9.5753	1.3118	39.0996
Si	6.7571	9.622	38.9944
Si	9.5354	6.762	39.323
Si	0.0209	-0.0227	40.4674
Si	2.7562	2.6906	40.3551
Si	0.0463	5.3677	40.5372
Si	2.6763	8.1978	40.5365
Si	5.4261	0.0699	40.3862
Si	8.2055	2.6402	40.5392
Si	5.3551	5.4615	40.4515
Si	8.0882	8.2126	40.4459
Si	1.3828	1.3578	41.7813
Si	4.0599	4.0646	41.792
Si	1.3571	6.7748	41.8781
Si	4.0658	9.5963	41.7918
Si	6.8003	1.3223	41.8443
Si	9.546	4.0337	41.8802
Si	6.7347	6.8222	41.7945
Si	9.5373	9.506	41.7892
Si	0.0183	2.6555	6.9658
Si	2.717	0.0396	6.9516
Si	-0.011	8.163	6.9569
Si	2.7455	5.4155	6.9428
Si	5.4277	2.7168	6.9371
Si	8.2067	-0.0308	6.8924
Si	5.3832	8.1983	6.8951
Si	8.1468	5.4592	6.8983
Si	1.4399	3.9916	8.2595
Si	4.0733	1.3624	8.3538
Si	1.3755	9.5436	8.319
Si	4.0327	6.8584	8.2968
Si	6.8074	4.0838	8.2662
Si	9.5215	1.2802	8.3335
Si	6.8247	9.5208	8.1674
Si	9.4835	6.8217	8.2858
Si	-0.03	-0.0952	9.7391
Si	2.706	2.6826	9.7858
Si	0.0721	5.4025	9.4528
Si	2.7233	8.2366	9.7596
Si	5.5402	-0.0354	9.5603
Si	8.1086	2.6504	9.6414
Si	5.4255	5.4789	9.5626
Si	8.0527	8.2069	9.6104
Si	1.2656	1.2944	11.151
Si	4.1043	4.2112	10.9778
Si	1.2379	6.8014	10.9368
Si	5.6586	8.1319	12.6348
Si	6.6802	1.3747	11.0834
Si	9.6295	4.0295	10.748
Si	6.746	6.7993	10.971
Si	9.3737	9.4954	11.0718
Si	-0.0266	2.8326	12.3536
Si	2.7166	0.4327	12.832
Si	-0.7631	7.4337	12.0191
Si	2.7552	5.6582	12.2663
Si	5.4862	2.9806	12.4495
Si	7.3236	-1.4821	14.0312
Si	4.4186	9.4453	11.0478
Si	8.4814	5.6163	11.9257
Si	1.7131	3.9857	13.4609
Si	3.5164	2.4388	13.8391
Si	1.0303	9.7529	17.1501
Si	2.1626	8.745	14.7088
Si	7.4666	4.0567	13.4351
Si	9.7507	0.8262	16.5859
Si	9.0319	12.958	13.6854
Si	10.046	7.7167	14.2535
Si	-0.054	3.2115	22.0163
Si	6.2982	19.8362	24.5493
Si	5.756	24.4479	21.2505
Si	-3.8103	18.1843	18.0017
Si	5.0753	0.9779	18.6606
Si	17.9473	-0.672	17.0111
Si	12.8718	5.9659	33.1875
Si	4.6823	-6.3235	26.2366
Si	-10.9138	11.1157	25.8846
Si	0.0747	9.5404	28.2771
Si	-12.3493	-21.8767	33.4427
Si	1.8075	5.5633	25.7015
Si	-2.806	22.1591	25.1256
Si	3.7637	-12.5045	36.142
Si	-11.4007	3.485	17.9993
Si	-8.5864	-14.712	23.1705
Si	0.1223	27.1253	15.8756
Si	2.791	-11.5725	19.376
Si	-13.1962	6.8874	31.2779
Si	-4.1043	16.4629	20.645
Si	-4.6054	-3.8632	26.9739
Si	5.0441	-0.6223	33.5558
Si	0.1782	21.7509	30.9946
Si	26.5752	-7.4726	29.0267
Si	13.5562	13.9731	33.9116
Si	-5.6885	-10.4176	25.7865
Si	-21.115	20.5319	23.3609
Si	4.1552	2.7461	23.9415
Si	15.9657	7.3198	22.3268
Si	8.3937	12.2803	22.2714
Si	-6.0492	11.3021	28.8996
Si	2.8321	7.2361	20.3164
Si	3.193	-0.8262	30.908
Si	20.6644	-11.8156	21.0491
Si	5.0665	8.3568	29.4423
Si	8.1383	21.9353	12.5068
Si	-5.0143	5.413	15.7506
Si	2.2961	-6.0308	30.3105
Si	9.7767	5.2565	20.2237
Si	-11.8489	-3.0172	18.7937
Si	19.937	7.4754	28.4487
Si	22.8958	-7.9309	24.7553
Si	22.6875	17.6657	28.2667
Si	4.1299	14.1331	16.8034
Si	0.5313	-7.9317	31.7489
Si	1.286	0.7638	21.3396
Si	1.9585	5.1326	18.0601
Si	25.654	17.9465	13.86
O	-3.1402	5.5689	30.8601
O	-6.2831	0.4467	27.2922
O	5.8951	8.5356	23.028
O	5.1694	-3.0952	27.9041
O	-3.8484	4.9653	14.7326
O	-3.2179	-3.1906	32.3036
O	15.0856	2.945	33.3825
O	5.9009	5.4973	26.6795
O	6.1371	-4.7253	22.0034
O	12.4757	-4.8621	24.1637
O	10.8801	9.9459	24.7749
O	8.174	-1.0547	33.7677
O	4.2561	-0.5356	34.972
O	10.5968	10.4571	29.5289
O	16.7014	-2.0531	33.6345
O	-8.6119	9.125	16.2959
O	-5.0136	15.4312	29.4559
O	1.1701	-1.6529	34.4193
O	2.6562	11.1737	20.6593
O	4.5704	16.9279	14.9881
O	-2.2244	30.3368	14.5464
O	2.2716	-11.6724	13.819
O	-19.3698	8.6606	19.6854
O	12.608	-0.2151	18.2762
O	-10.3159	8.3928	14.6523
O	20.1947	34.2791	15.249
O	20.2815	4.1212	19.1155
O	5.135	20.7462	25.1971
O	10.9276	21.8732	20.534
O	0.1528	21.6779	16.2652
O	3.1101	4.4074	17.2208
O	1.095	-6.7673	25.8828
O	1.8417	8.5688	23.5252
O	15.0991	23.927	17.9727
O	8.6313	1.2141	23.8541
O	11.9605	6.0299	17.0201
O	-1.5274	30.712	19.8837
O	-4.1686	19.7699	17.8816
O	5.4712	12.4591	20.1067
O	2.4258	-17.0976	34.1312
O	8.6151	-0.219	17.0842
O	9.9918	17.2594	15.1699
O	-4.4301	6.5462	16.7255
O	3.7173	2.4292	15.4717
O	3.6387	-2.2424	30.1973
O	-9.7638	4.63	14.8489
O	-6.402	-18.2928	27.4333
O	13.525	-5.1778	31.671
O	-1.6	-10.4125	26.1983
O	-0.4669	-1.7468	22.3028
O	1.9514	-4.0852	21.6085
O	10.7814	4.6619	21.3333
O	-2.3891	10.8465	21.5099
O	6.1511	14.9639	20.5136
O	-16.2664	14.9392	16.5508
O	11.6039	-11.2586	27.1781
O	26.1046	-14.2109	20.8934
O	4.5712	2.8206	22.3681
O	-15.2481	17.4084	19.332
O	14.3507	0.2926	29.7574
O	2.6466	6.0621	19.2056
O	8.3717	-5.2813	20.9204
O	13.198	2.2365	35.2459
O	-0.8771	-0.6414	32.0381
O	6.969	-8.8113	22.1093
O	-19.2088	-7.8948	24.0401
O	-15.12	9.9613	15.4394
O	-4.8217	11.5114	33.4688
O	1.1817	17.5495	26.6825
O	3.9538	-11.0527	11.9775
O	-7.4123	-7.0531	29.8761
O	0.979	-6.9791	18.5434
O	5.4017	4.8296	34.6649
O	-0.7863	15.1048	16.5826
O	-5.1926	-3.7751	30.3113
O	5.6796	9.9209	29.3177
O	-9.6268	0.1736	22.8458
O	-10.8401	-7.5645	23.6127
O	3.9064	-3.9895	23.3671
O	12.5254	-0.6664	31.3002
O	40.3521	9.7882	24.5755
O	-4.4311	18.5616	25.5114
O	-21.6826	19.4907	17.8198
O	-6.6049	-0.4254	18.8453
O	21.7938	-9.3083	31.1193
O	11.6496	12.4442	25.449
O	-11.8099	6.4415	31.9531
O	20.4991	8.8157	27.7245
O	-0.7819	1.9092	17.7582
O	1.0008	-6.9545	30.5551
O	17.6961	3.1096	33.2662
O	-9.7029	2.3668	21.3904
O	6.2815	11.4785	17.6601
O	-11.2612	6.5709	19.5918
O	4.9671	-7.0345	24.8102
O	16.2605	-8.9791	29.3162
O	7.7011	-14.7802	27.7435
O	14.2529	16.3587	26.0803
O	8.794	18.7305	30.002
O	1.0923	30.1166	28.6846
O	26.1704	12.2288	24.6994
O	10.3786	3.8493	32.6269
O	-2.1927	18.142	17.9474
O	-2.1923	12.2454	33.391
O	16.3316	-16.7731	32.0328
O	-4.1407	11.8743	25.8216
O	-1.4011	13.2873	21.665
O	14.9485	10.2778	32.2678
O	12.6418	2.5206	32.7116
O	-7.2732	15.8695	36.6083
O	10.2361	6.3571	28.4637
O	23.7244	5.8751	29.1029
H	2.2095	0.541	42.7137
H	0.5406	2.1588	42.7137
H	4.8877	3.2489	42.7244
H	3.2494	4.8976	42.7244
H	2.1875	5.9618	42.8106
H	0.5413	7.6026	42.8106
H	4.8628	8.7505	42.7242
H	3.2386	10.4128	42.7242
H	5.985	2.1506	42.7768
H	7.6378	0.5165	42.7768
H	10.3624	3.2066	42.8126
H	8.7319	4.8631	42.8126
H	5.9204	7.6514	42.727
H	7.5709	6.015	42.727
H	10.3581	8.6832	42.7216
H	8.7219	10.334	42.7216
H	-0.7981	3.4827	6.0334
H	0.8604	1.8546	6.0334
H	1.8903	0.8564	6.0192
H	3.5442	-0.7768	6.0192
H	-0.8318	8.9858	6.0244
H	0.8048	7.3352	6.0244
H	3.556	4.5825	6.0104
H	1.9151	6.2286	6.0104
H	6.243	1.8885	6.0046
H	4.5999	3.5325	6.0046
H	9.0222	-0.8589	5.96
H	7.3692	0.7749	5.96
H	4.5862	9.0441	5.9626
H	6.1976	7.3691	5.9626
H	8.9609	4.6298	5.9658
H	7.3106	6.2663	5.9658

Results
free energy: -156486.736 eV
free energy less fixed offsets of H -15.71, O -570.45, Si -639.56 eV per atom: 3.024 eV

Forces (eV/angstrom), in the order of the atoms: element, x, y, z
Si	0.0117	-0.0017	-0.0219
Si	-0.004	0.0033	0.0106
Si	0.0187	-0.0063	0.0329
Si	0.0009	-0.0141	0.0212
Si	0.0039	-0.0084	0.0745
Si	0.0027	-0.0007	0.0436
Si	0.0031	-0.0092	0.01
Si	0.0058	0.0069	0.052
Si	-0.0067	-0.0102	-0.0022
Si	0.0207	-0.0016	-0.0204
Si	-0.0018	-0.0031	0.0238
Si	0.0123	0.0105	-0.0206
Si	-0.0045	0.005	-0.0116
Si	0.0023	-0.0012	-0.0177
Si	0.0068	-0.0099	0.0629
Si	-0.0188	0.005	0.008
Si	-0.0112	-0.004	0.0043
Si	-0.0069	-0.0185	0.009
Si	-0.0021	0.0012	-0.0146
Si	0.0118	0.0167	-0.0003
Si	0.0134	0.0162	-0.0014
Si	-0.0028	0.0129	0.0181
Si	-0.0101	0.002	0.0077
Si	-0.0198	-0.0071	-0.0051
Si	-0.0116	-0.01	0.0458
Si	-0.0171	0.0006	0.0405
Si	0.0166	-0.0026	0.0228
Si	0.0104	0.001	0.013
Si	0.0021	-0.0266	0.0077
Si	-0.0151	0.0076	0.0102
Si	0.0254	-0.0246	0.02
Si	0.0033	0.0217	0.0288
Si	-0.0178	0.0374	0.1715
Si	0.043	-0.0453	0.1489
Si	0.018	-0.021	0.1994
Si	0.0086	0.0095	0.1665
Si	-0.0165	-0.0258	0.1955
Si	0.0361	-0.0471	0.1959
Si	-0.0475	0.0546	0.1806
Si	-0.0438	0.0517	0.1562
Si	0.1034	-0.0413	0.0874
Si	-0.1907	0.0246	0.2122
Si	0.1547	0.0673	0.4155
Si	0.0416	-0.063	0.2066
Si	0.1172	-0.099	0.3576
Si	0.0457	-0.1204	0.4283
Si	-0.0766	0.1905	0.2556
Si	-0.233	0.1065	0.3562
Si	-0.0759	0.0064	-0.2068
Si	-0.0486	-0.0222	-0.1168
Si	0.1593	0.0724	-0.1829
Si	0.0183	0.0273	-0.4105
Si	-0.0385	-0.0711	-0.0983
Si	0.069	0.001	-0.598
Si	-0.0321	0.0067	-0.4004
Si	0.0488	-0.0867	-0.2531
Si	0.023	-0.0291	-0.1951
Si	0.0259	-0.0054	-0.1617
Si	-0.0086	-0.0168	-0.1419
Si	-0.0546	0.0126	-0.1713
Si	0.0329	-0.0425	-0.1855
Si	0.0088	0.0393	-0.1823
Si	-0.0847	0.0779	-0.218
Si	0.0552	-0.0387	-0.187
Si	0.0187	0.0023	-0.019
Si	-0.0082	0.0102	-0.0296
Si	-0.0113	0.0175	0.0154
Si	0.0059	0.0203	-0.0388
Si	-0.0163	-0.0021	0.0008
Si	-0.0307	-0.0133	-0.0358
Si	-0.02	-0.0286	-0.0282
Si	0.0424	0.0073	-0.0363
Si	-0.0107	-0.0059	0.0005
Si	0.0106	0.005	-0.0049
Si	0.0029	-0.028	-0.0176
Si	-0.0122	0.0088	0.0071
Si	-0.0001	-0.0066	-0.0032
Si	0.0337	0.0027	-0.0191
Si	-0.0052	-0.0009	-0.0075
Si	-0.0081	0.0051	-0.011
Si	-0.0009	0.0026	0.0144
Si	-0.0048	-0.0097	0.0136
Si	-0.0059	-0.008	-0.0047
Si	0.0063	0.0011	0.0176
Si	-0.0217	-0.0114	0.0101
Si	0.0006	0.0076	0.0363
Si	0.0013	0.0048	0.0194
Si	0.0076	-0.0008	0.0089
Si	-0.0055	0.0263	0.0215
Si	0.0234	0.0042	0.0438
Si	-0.0047	0.0019	0.0752
Si	-0.0003	0.0089	0.0491
Si	-0.0078	0.0342	0.0237
Si	0.0118	-0.0077	0.0681
Si	0.0261	-0.0167	0.0315
Si	0.0067	0.002	0.0358
Si	-0.0017	-0.0128	0.0724
Si	0.0019	-0.0027	0.0727
Si	-0.0097	0.0065	0.0889
Si	0.0069	-0.0093	0.073
Si	-0.0016	-0.001	0.0759
Si	-0.008	0.0046	0.0695
Si	-0.0102	0.0136	0.0479
Si	0.0058	-0.0005	0.0745
Si	0.0072	-0.0116	0.074
Si	-0.0084	-0.0009	0.0767
Si	-0.0034	0.0004	0.0589
Si	0.0037	0.0145	0.0768
Si	-0.0112	-0.0066	0.062
Si	-0.0121	-0.0151	0.0059
Si	-0.0027	0.0092	0.0684
Si	-0.0071	-0.0092	0.0769
Si	-0.0007	-0.0016	0.0624
Si	-0.001	-0.0016	0.0675
Si	0.004	-0.0047	0.0771
Si	-0.0152	-0.0107	0.0649
Si	0.0019	0.0045	0.0847
Si	0.0145	-0.0017	0.0618
Si	-0.0109	0.007	0.0776
Si	-0.0033	0.0114	0.0647
Si	0.0036	-0.0013	0.0506
Si	-0.0094	-0.0023	0.0764
Si	-0.0015	0.0004	0.0746
Si	-0.0006	-0.0002	0.0784
Si	0.0028	0.0196	0.0752
Si	0.0036	-0.0035	0.0583
Si	-0.0124	-0.0052	0.0884
Si	0.0073	0.0033	0.0768
Si	-0.0004	0.0006	0.0764
Si	0.0032	0.0123	0.0714
Si	-0.0087	-0.0052	0.0701
Si	-0.006	0.0012	0.0158
Si	-0.0008	0.0065	0.0665
Si	-0.0093	0.001	0.0882
Si	0.0034	-0.001	0.0682
Si	-0.0044	0.0034	0.0673
Si	0.001	0.0013	0.069
Si	0.0099	0.003	0.0723
Si	0.0011	-0.0048	0.0678
Si	-0.0044	0.0018	0.0707
Si	0.0008	0.008	0.0604
Si	-0.0089	-0.0019	0.0675
Si	0.0062	0.0101	0.0683
Si	0.0095	-0.0149	0.0067
O	-0.0106	-0.0008	-0.0279
O	0.0106	0.0009	-0.0557
O	-0.0113	-0.0176	-0.0433
O	0.0118	-0.0122	-0.049
O	0.0135	-0.0183	-0.0385
O	0.0071	-0.0184	-0.0487
O	-0.0022	-0.0012	-0.0097
O	-0.0063	-0.0062	-0.038
O	0.011	-0.0123	-0.032
O	0.0044	0.0191	-0.0507
O	0.0072	-0.0128	-0.0528
O	-0.0019	0.0001	-0.0234
O	0.0169	0.0117	-0.0338
O	-0.0012	-0.0164	-0.0575
O	-0.0054	0.0021	-0.0312
O	0.0128	-0.0152	-0.0439
O	-0.0099	-0.0131	-0.0373
O	-0.0028	-0.0003	-0.0042
O	0.0129	-0.0108	-0.035
O	-0.0119	0.0113	-0.0338
O	-0.0039	-0.0015	-0.0118
O	-0.0009	0.0097	-0.0282
O	-0.0025	0.0146	-0.0254
O	-0.0133	-0.0042	-0.0422
O	-0.0033	-0.005	-0.0157
O	-0.0135	0.0204	-0.0648
O	0.0081	-0.0133	-0.0423
O	0.0057	-0.0087	-0.0291
O	-0.0003	-0.002	-0.021
O	-0.0044	0.005	-0.0206
O	0.0115	-0.0092	-0.0287
O	0.0009	-0.0096	-0.0251
O	0.0013	-0.0007	-0.0225
O	-0.0056	0.0192	-0.0395
O	0.0026	0.0128	-0.0575
O	-0.0121	0.0005	-0.0384
O	-0.0012	-0.0199	-0.0441
O	0.0004	0.0117	-0.0298
O	-0.0089	-0.0181	-0.0558
O	0	-0.0047	-0.0288
O	0.0027	0.0051	-0.0275
O	-0.0064	0.0155	-0.0437
O	-0.0121	-0.0169	-0.0421
O	-0.0126	-0.0135	-0.0584
O	0.0118	-0.0067	-0.0295
O	0.0144	-0.0151	-0.0377
O	-0.0023	0.0142	-0.0636
O	0.0098	-0.0197	-0.0626
O	-0.0088	0.0011	-0.0204
O	-0.0142	0.0016	-0.0449
O	0.0052	0.0024	-0.0508
O	-0.0107	0.0144	-0.0315
O	0.0076	-0.01	-0.0249
O	0.0053	0.0082	-0.0183
O	0.0047	0.0079	-0.0258
O	-0.0022	0.0172	-0.0528
O	-0.0156	0.0014	-0.0352
O	0.0188	-0.0018	-0.0514
O	0.0062	0.0198	-0.0541
O	0.0149	0.0092	-0.0372
O	-0.0111	-0.023	-0.043
O	0.006	0.0028	-0.0311
O	0.01	0.0151	-0.0229
O	0.0166	-0.0004	-0.0453
O	-0.0095	0.0068	-0.0211
O	0.0011	-0.0028	-0.0247
O	0.0034	-0.0093	-0.0594
O	-0.0107	-0.0093	-0.0207
O	0.0122	-0.0146	-0.0578
O	0.003	-0.0007	-0.0131
O	0.0181	-0.012	-0.0356
O	0	0.001	-0.0216
O	-0.0025	-0.0036	-0.0412
O	0.0026	0.0108	-0.0378
O	-0.0062	0.0157	-0.0303
O	0.0011	0.0073	-0.0219
O	0.0039	0.0122	-0.0341
O	-0.0096	0.007	-0.0515
O	0.0065	0.0023	-0.0301
O	0.0037	-0.0017	-0.0168
O	0.0023	0.0023	-0.0225
O	-0.001	0.0194	-0.0556
O	0.0128	0.011	-0.0341
O	0.0067	0.0056	-0.0257
O	0.0008	-0.0119	-0.0281
O	0.0029	0.0136	-0.0301
O	-0.0172	0.0086	-0.0267
O	0.0005	0.0052	-0.03
O	-0.0045	-0.0139	-0.0321
O	0.0103	0.0075	-0.0333
O	-0.0076	0.0108	-0.0237
O	0.0035	-0.0081	-0.0169
O	0.0147	-0.01	-0.0321
O	-0.0011	0.0103	-0.0283
O	-0.0048	-0.0163	-0.0435
O	0.0003	-0.0028	-0.0253
O	-0.0176	-0.0017	-0.0323
O	-0.0076	0.001	-0.028
O	0.0061	0.0059	-0.0559
O	-0.0035	-0.0009	-0.0214
O	-0.0069	0.0143	-0.0322
O	0.0096	-0.0182	-0.0367
O	-0.0091	-0.0014	-0.0266
O	0.0079	-0.0052	-0.021
O	0.0082	0.0166	-0.0507
O	0.0118	-0.0009	-0.0273
O	0.002	0.0071	-0.0143
O	-0.0203	-0.0031	-0.0514
O	-0.0147	0.0015	-0.0267
O	0.0063	-0.0048	-0.01
O	0.0055	0.0018	-0.0176
O	-0.0131	0.0185	-0.0448
H	-0.37	0.4007	-0.2362
H	0.4052	-0.159	-0.3412
H	-0.223	0.2819	-0.3261
H	0.1421	-0.4967	-0.2518
H	-0.2202	0.4151	-0.2164
H	0.1876	-0.4023	-0.2375
H	-0.135	0.4034	-0.259
H	0.4517	-0.3181	-0.2335
H	0.296	-0.2261	-0.2647
H	-0.5091	0.0784	-0.2064
H	-0.3706	0.3319	-0.16
H	0.1909	-0.1705	-0.2909
H	0.2588	-0.3725	-0.2089
H	-0.1706	0.1813	-0.3394
H	-0.3668	0.2033	-0.3216
H	0.3755	-0.2292	-0.2256
H	0.1655	-0.2078	0.3228
H	-0.545	0.2854	0.2019
H	0.4067	-0.3689	0.2512
H	-0.3112	0.3062	0.3134
H	0.437	-0.2767	0.2631
H	-0.249	0.2333	0.2884
H	-0.1634	0.5521	0.2044
H	0.1452	-0.3544	0.2554
H	-0.255	0.178	0.3118
H	0.316	-0.3748	0.2524
H	-0.3201	0.4321	0.1772
H	0.3231	-0.1186	0.2481
H	0.3009	-0.401	0.2124
H	-0.3167	0.177	0.2639
H	-0.1666	0.2776	0.245
H	0.2415	-0.2762	0.2858

The program warned: the cutoff lies below the one the program advises for these potential files; the forces do not sum to zero within the program's tolerance; empty levels may hold ghost states of the PAW files; the exchange-correlation potential is rough where the density is thin.
